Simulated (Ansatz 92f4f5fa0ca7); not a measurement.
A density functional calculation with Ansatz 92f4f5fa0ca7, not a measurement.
Periodic cell of 254 atoms, Si144O106N4, from a study of silicon, its oxide and their interface. The atomic structure is a simulated model.

Settings
functional: r2SCAN
potential files: Ansatz norm-conserving
basis: plane waves
wave-function cutoff: 1300 eV
density cutoff ratio: 4
exchange-correlation grid ratio: 1
k mesh: 2 x 2 x 1, shifted by 0.5 0.5 0.5 of a step
self-consistency stop: 5e-08 eV per atom in the density residual
occupations: Fermi-Dirac, 0.05 eV
spin: none
net charge: 0

Cell vectors (angstrom)
a	10.888	0	0
b	0	10.888	0
c	0	0	35.972

Atoms: element, x, y, z (angstrom)
Si	0.3667	-0.2626	0.0381
Si	2.5134	3.0191	0.0796
Si	0.1673	5.2066	0.2996
Si	2.672	8.508	0.0893
Si	5.8302	-0.218	0.0741
Si	7.6355	3.0045	-0.0432
Si	5.4348	5.2728	0.0817
Si	7.9536	8.2881	-0.1121
Si	1.4304	1.3387	1.3585
Si	4.0737	4.0456	1.4871
Si	1.4432	6.8705	1.3582
Si	4.1585	9.6567	1.4142
Si	6.8333	1.375	1.4619
Si	9.3676	4.0087	1.3177
Si	6.741	6.8262	1.2853
Si	9.5542	9.4828	1.2217
Si	-0.059	2.6736	2.663
Si	2.7798	0.0671	2.7882
Si	0.0084	8.1771	2.6854
Si	2.7219	5.4792	2.7663
Si	5.4245	2.6713	2.8136
Si	8.2675	-0.0102	2.6895
Si	5.4509	8.1847	2.715
Si	8.0961	5.4507	2.6813
Si	1.3044	4.0846	4.0356
Si	4.0867	1.3701	4.1958
Si	1.3695	9.5393	4.0625
Si	4.0989	6.8263	4.1043
Si	6.7911	4.0907	4.0961
Si	9.5611	1.3369	4.1043
Si	6.8424	9.5399	4.0471
Si	9.5177	6.7974	4.0339
Si	0.0266	-0.007	5.4562
Si	2.685	2.7597	5.4461
Si	-0.026	5.4428	5.4266
Si	2.7195	8.1778	5.4475
Si	5.4784	-0.0192	5.469
Si	8.1698	2.7142	5.437
Si	5.4419	5.4501	5.4554
Si	8.1762	8.1642	5.4132
Si	1.3712	1.3667	6.8049
Si	4.0671	4.0982	6.8072
Si	1.3494	6.8045	6.7983
Si	4.0907	9.522	6.8212
Si	6.817	1.3611	6.827
Si	9.5209	4.078	6.8072
Si	6.8164	6.8082	6.7849
Si	9.5272	9.522	6.7897
Si	0.0094	2.7125	8.157
Si	2.7255	0.0143	8.1703
Si	-0.0088	8.1787	8.1629
Si	2.7184	5.45	8.174
Si	5.427	2.7259	8.1674
Si	8.175	-0.0195	8.1781
Si	5.4591	8.1456	8.1592
Si	8.1514	5.4479	8.1591
Si	1.3648	4.068	9.5247
Si	4.0754	1.3652	9.543
Si	1.3503	9.5493	9.5296
Si	4.0939	6.8065	9.5273
Si	6.7867	4.0925	9.5275
Si	9.56	1.3379	9.5163
Si	6.8079	9.4929	9.5368
Si	9.5047	6.8207	9.5113
Si	0.0011	0.0013	10.9465
Si	2.7117	2.7142	10.9242
Si	-0.0086	5.4604	10.8255
Si	2.726	8.1837	10.8519
Si	5.4198	-0.0421	10.8654
Si	8.1984	2.7171	10.8188
Si	5.4315	5.451	10.9198
Si	8.1688	8.1515	10.9367
Si	1.3483	1.3787	12.3304
Si	4.0514	4.1012	12.2822
Si	1.3536	6.8175	12.1666
Si	4.0327	9.522	12.2677
Si	6.8615	1.3064	12.1163
Si	9.5324	4.1083	12.1774
Si	6.7998	6.7896	12.3106
Si	9.549	9.4916	12.3207
Si	-0.0138	2.8278	13.6142
Si	2.6611	-0.0253	13.7052
Si	0.0454	8.0896	13.6408
Si	2.6227	5.4825	13.6008
Si	5.5137	2.666	13.4299
Si	8.1546	-0.0069	13.6056
Si	5.3938	8.1399	13.6379
Si	8.1774	5.3798	13.6183
Si	1.0954	4.3837	15.0433
Si	4.3878	1.1564	14.7727
Si	1.5566	9.2249	15.0687
Si	3.7884	6.9929	14.9465
Si	7.0314	3.729	14.8491
Si	9.2987	1.6304	14.8371
Si	6.5113	9.7778	14.8927
Si	9.7204	6.5428	14.9511
Si	-7.9682	-7.9723	26.8194
Si	0.9659	8.6415	17.9579
Si	7.2039	7.2153	30.5006
Si	-17.2804	-8.8277	31.5508
Si	13.9259	-28.9216	21.6205
Si	13.5201	-12.4029	20.3097
Si	-8.1047	24.3291	16.9873
Si	-22.5979	-20.4881	19.6652
Si	0.4017	0.4205	17.0308
Si	0.4932	15.0624	19.9406
Si	-18.6498	-3.146	28.3327
Si	1.5606	5.5643	26.6939
Si	7.8553	1.6737	23.1348
Si	-16.2288	2.3973	28.5249
Si	24.4026	-22.2559	31.5682
Si	18.5672	-24.7676	16.9914
Si	-13.0015	9.5718	29.4948
Si	-6.0951	3.5047	19.1975
Si	20.2535	29.3771	19.211
Si	-1.0812	-4.6984	21.7962
Si	0.6272	-5.0534	33.4975
Si	-3.5599	11.0451	27.2108
Si	-13.5881	15.5979	24.0976
Si	2.1871	-18.5669	32.9955
Si	5.7376	5.897	25.6559
Si	-10.0017	9.8227	29.1817
Si	26.9616	8.8658	26.2742
Si	-2.8068	8.7863	25.6315
Si	15.1346	7.6943	31.1053
Si	-2.1554	-0.3498	32.2101
Si	-4.2845	1.328	33.6811
Si	0.1383	-15.9274	17.4979
Si	-12.6894	7.5702	32.9635
Si	22.8195	8.2944	22.648
Si	-1.5181	5.9347	26.5554
Si	2.7238	20.6318	24.5845
Si	-16.1926	-5.3879	16.998
Si	0.4402	0.6276	33.0932
Si	13.9737	15.4684	24.5531
Si	-1.4615	0.5518	25.2699
Si	-14.5729	9.7722	23.0126
Si	-3.7827	1.5176	20.0485
Si	5.3287	21.1288	20.9897
Si	-3.8003	5.0364	28.3436
Si	-18.1881	6.7762	33.9497
Si	20.74	21.5497	22.3866
Si	-7.8726	-10.1579	22.0729
Si	12.0047	0.4592	26.6365
O	-10.9522	0.486	34.6267
N	0.8239	9.6977	16.5875
O	1.3058	4.0876	36.0187
O	-4.808	-8.3663	19.2884
O	-46.3029	1.0986	26.1289
O	2.7393	0.0548	23.5014
O	-18.0359	0.6541	31.7825
O	-0.7565	11.8806	16.0739
O	-6.5612	8.6151	27.6492
O	6.8517	20.3619	35.5445
O	6.5858	4.2115	35.5814
O	7.6984	2.2539	34.4714
O	1.7423	-0.2023	30.2446
O	16.8518	9.2858	22.1229
N	-1.5135	0.9282	23.5825
O	-8.9865	19.1705	21.2614
O	-28.2755	-17.9924	20.7401
O	16.6782	13.0117	32.5347
O	-15.953	-2.9264	30.901
N	-11.0012	5.4137	15.8327
O	-9.1932	12.2652	17.0628
N	-15.0257	9.5848	26.4856
O	5.5042	11.5516	34.6947
O	8.5991	-5.611	27.8199
O	2.5937	-8.6216	22.0876
O	4.3557	2.929	27.5662
O	-5.9191	23.9549	30.0186
O	-9.1589	-11.6482	25.7866
O	5.1906	-6.0064	18.4344
O	3.0413	-7.8016	25.1985
O	13.1542	-9.4069	27.0822
O	-2.7356	2.6627	15.4087
O	5.5592	40.1394	25.5704
O	1.8911	-6.5544	20.6894
O	4.3052	6.1648	16.2588
O	8.7488	16.3724	22.7882
O	0.1192	-1.264	22.8053
O	4.0644	-15.0282	32.412
O	1.1626	12.8964	32.7529
O	8.4728	-0.3835	28.2307
O	3.99	2.0348	16.0696
O	2.049	3.7927	16.2398
O	-4.8064	-5.3287	27.1952
O	-4.2062	-4.2335	17.1135
O	-8.9038	-4.3477	34.0178
O	11.6274	-6.2042	18.4238
O	8.9419	7.4852	16.0457
O	3.4842	13.7896	18.4102
O	5.4294	0.0282	15.317
O	-10.8419	-4.823	26.9552
O	13.6667	-2.7008	15.4386
O	-0.1601	11.2603	18.5255
O	-17.1955	0.6182	21.6863
O	-2.3743	-9.3817	19.2575
O	-1.6163	-5.9704	25.2885
O	-1.2096	6.2746	18.3081
O	6.2127	4.299	16.1266
O	10.3536	-12.4882	29.7466
O	9.1072	-3.6473	20.7599
O	-8.6696	10.833	20.8922
O	19.3656	7.5292	34.4907
O	20.8809	0.6489	32.1915
O	14.5539	7.0786	29.722
O	2.2368	-12.6111	18.7774
O	-2.8539	-2.7565	29.4501
O	-3.0497	3.1382	23.838
O	-4.0015	-5.0676	29.7499
O	-19.8302	4.1157	27.3497
O	10.8145	1.1659	25.8144
O	15.0988	9.6064	25.2028
O	1.4579	9.4837	35.5727
O	22.2444	-11.0061	27.9731
O	-0.2636	19.4879	19.025
O	-25.6554	9.1885	16.3215
O	-4.4442	0.0284	20.0351
O	-7.6912	4.6185	22.9579
O	4.247	9.2957	20.267
O	-11.2667	6.8058	32.6738
O	-2.3974	-1.0317	22.0297
O	-7.462	-12.7479	31.4517
O	8.0994	-13.4789	18.4979
O	4.3709	16.1168	25.2274
O	-0.6128	0.5542	21.0639
O	13.7737	24.7155	34.4558
O	18.3999	-8.9298	21.5687
O	18.9185	6.9862	31.883
O	-4.7321	1.0078	27.9294
O	-23.3125	-22.8451	25.5378
O	-1.548	20.0279	32.7286
O	-4.1371	14.3648	28.5873
O	-11.2205	5.5249	34.7595
O	-3.3521	8.6444	24.1113
O	12.0434	-3.7719	17.4604
O	1.8308	8.6244	28.6928
O	-2.7424	-0.5002	30.7317
O	10.9753	-3.9121	22.6269
O	6.8393	5.4201	24.595
O	3.6615	19.0617	34.7767
O	-3.3954	0.1307	33.0916
O	1.5388	21.2459	32.775
O	-9.0922	5.4121	25.0876
O	10.3588	-16.756	20.8392
O	1.2364	15.4038	32.7839
O	-2.2257	-3.513	26.1997
O	2.1222	-2.4908	23.8702
O	-0.0398	24.4564	19.7807
O	2.6206	6.6196	27.3039
O	3.4144	3.2205	31.9333
O	6.8608	0.4145	23.562
O	4.5318	16.6176	34.7579

Results
free energy: -67332.630 eV
free energy less fixed offsets of N -289.75, O -463.61, Si -117.95 eV per atom: -46.170 eV
pressure: 0.12 GPa
stress xx, yy, zz, yz, xz, xy (GPa, positive in tension): 0.16, -0.44, -0.07, -0.1, -0.08, -0.41

Forces (eV/angstrom), in the order of the atoms: element, x, y, z
Si	0.0102	-0.0281	0.1263
Si	0.0001	-0.0265	0.0914
Si	-0.0215	0.0153	0.1081
Si	-0.0309	0.0261	0.0833
Si	0.0218	-0.0059	0.1092
Si	0.0406	0.0163	0.1322
Si	0.0251	-0.0331	0.0903
Si	-0.0056	0.0198	0.11
Si	0.0048	-0.0262	0.0087
Si	-0.002	-0.0111	-0.0318
Si	0.0286	0.0232	-0.0302
Si	-0.0005	0.0199	0.008
Si	-0.0002	-0.0202	-0.0234
Si	-0.0278	0.0195	-0.0177
Si	-0.0139	-0.0081	-0.0128
Si	0.0115	0.0233	-0.0127
Si	0.032	0.0244	-0.0026
Si	-0.0073	-0.0022	0.0064
Si	-0.0026	-0.0027	0.0019
Si	0.0048	-0.0144	0.0083
Si	-0.0085	0.0148	0.0005
Si	0.0115	0.0028	0.0177
Si	0.0029	-0.0104	0.0211
Si	0.0122	-0.0094	0.0034
Si	0.0135	-0.0065	0.0123
Si	-0.011	0.0325	0.0245
Si	0.0012	0.0022	0.013
Si	-0.0094	0.0029	-0.0046
Si	0.0035	-0.0241	0.0009
Si	0.0081	-0.0358	0.0014
Si	-0.0132	0.0248	0.0078
Si	0.0007	-0.001	-0.0358
Si	0.0148	0.0143	0.0104
Si	-0.0083	-0.0094	0.0114
Si	0.013	-0.0084	0.0127
Si	-0.0167	-0.0038	0.0067
Si	0.0014	0.0019	0.0085
Si	-0.0031	0.0128	0.0128
Si	0.0024	-0.0177	-0.0007
Si	0.0114	0.0049	-0.0081
Si	-0.0008	0.0129	-0.0032
Si	-0.0254	0.0187	0.0032
Si	0.0032	0.0049	0.0055
Si	0.0185	0.0076	-0.004
Si	0.0017	-0.015	-0.005
Si	-0.0061	-0.007	0.0051
Si	-0.0057	-0.0116	-0.0089
Si	0.0193	-0.0056	0.001
Si	0.02	-0.0133	0.0025
Si	-0.0092	0.0029	-0.0013
Si	-0.0124	-0.0031	0.0012
Si	-0.0026	-0.0174	0.0012
Si	0.0152	-0.0065	-0.0062
Si	-0.01	0.0204	-0.0052
Si	-0.0089	0.0026	-0.0021
Si	0.0015	0.0036	0.0019
Si	-0.0091	-0.0004	0.0005
Si	-0.0088	-0.0133	-0.0043
Si	0.0057	0.0164	-0.009
Si	0.0075	0.0028	-0.0055
Si	-0.0035	0.0072	-0.0015
Si	0.0068	-0.0001	-0.0031
Si	-0.0045	-0.0029	0.0029
Si	0.0128	-0.0052	-0.0065
Si	0.0044	-0.0125	0.0089
Si	-0.0023	0.0096	0.0113
Si	0.0044	0.0034	0.0096
Si	-0.0177	0.0021	-0.0078
Si	0.0101	0.0197	0.0113
Si	-0.0079	-0.0101	0.0043
Si	-0.0076	-0.0064	0.0137
Si	-0.0017	-0.0028	0.0075
Si	0.0051	0.0048	-0.0268
Si	-0.0043	-0.0054	-0.0039
Si	-0.018	-0.0168	-0.036
Si	0.0034	-0.0225	0.0026
Si	-0.0041	-0.0053	-0.0167
Si	0.0099	0.0028	-0.0147
Si	-0.0037	0.0072	-0.0289
Si	-0.009	0.007	-0.0245
Si	0.0079	-0.0084	-0.0046
Si	-0.0235	0.0346	0.0139
Si	0.0053	-0.032	0.0064
Si	-0.0181	-0.0293	0.004
Si	-0.0053	-0.0054	-0.0043
Si	-0.0225	-0.0021	-0.0189
Si	0.0162	0.0053	-0.0077
Si	0.0215	-0.0002	-0.0018
Si	-0.0088	0.0064	-0.0852
Si	0.0139	-0.0265	-0.0793
Si	0.0147	-0.0026	-0.1356
Si	-0.0043	0.0254	-0.0969
Si	0.015	-0.0164	-0.0971
Si	-0.027	0.0045	-0.0975
Si	0.0007	0.0182	-0.0962
Si	-0.0035	-0.0249	-0.0899
Si	0.0184	0.0106	0.0206
Si	-0.0612	0.0725	-0.2638
Si	0.008	0.071	0.2097
Si	-0.0114	-0.0303	0.2398
Si	-0.0062	0.023	-0.2011
Si	-0.0449	-0.0235	-0.2055
Si	-0.0408	0.0093	-0.1844
Si	0.0799	0.0022	-0.2504
Si	0.052	-0.0508	-0.2371
Si	-0.0103	0.0094	-0.2339
Si	-0.002	-0.0085	0.1715
Si	0.0365	0.0165	0.0213
Si	-0.0473	0.0392	-0.1548
Si	-0.0352	-0.0152	0.1753
Si	-0.01	0.019	0.1783
Si	-0.0007	-0.0379	-0.2243
Si	-0.0238	-0.017	0.2079
Si	-0.052	0.0431	-0.2226
Si	0.0229	0.0073	-0.2307
Si	0.0257	0.0119	-0.1951
Si	0.0269	-0.0356	0.1404
Si	0.013	0.0041	0.1381
Si	0.019	0.0162	-0.1189
Si	-0.035	-0.0024	0.1968
Si	0.016	-0.0085	0.0114
Si	0.0206	0.0143	0.1883
Si	-0.0819	0.0055	0.0689
Si	-0.0121	-0.0418	0.0036
Si	-0.0061	-0.0124	0.2093
Si	-0.003	0.0282	0.1875
Si	0.0197	0.0219	0.1944
Si	0.0069	-0.0459	-0.2561
Si	0.0244	0.0048	0.2364
Si	-0.0139	-0.0407	-0.1521
Si	-0.0071	-0.0365	0.0189
Si	-0.0503	-0.0025	-0.0978
Si	0.026	0.0462	-0.1707
Si	0.0006	0.0132	0.1936
Si	0.0004	0.0057	-0.124
Si	0.0361	0.042	0.0244
Si	-0.0441	-0.0107	-0.1337
Si	-0.0368	0.0385	-0.2108
Si	-0.0137	0.0164	-0.1707
Si	-0.0183	0.034	0.143
Si	-0.0042	0.0028	0.2294
Si	0.0736	0.0087	-0.1766
Si	-0.0077	0.0241	-0.1705
Si	-0.023	-0.049	0.0747
O	-0.0108	0.0166	-0.1652
N	-0.0165	0.0018	0.213
O	0.0014	-0.0406	-0.0208
O	0.05	-0.0554	0.1036
O	0.0258	0.0173	-0.0454
O	0.0043	-0.0309	0.0892
O	0.0047	0.0045	-0.0691
O	0.0425	-0.0234	0.143
O	0.0389	0.0263	-0.0866
O	0.0092	-0.0088	-0.0405
O	-0.0153	0.0327	-0.046
O	-0.0627	-0.052	-0.1263
O	-0.0442	-0.0195	-0.1212
O	0.0396	0.0063	0.0659
N	0.0253	-0.0024	0.0494
O	-0.0337	-0.0121	0.1048
O	-0.0223	-0.0131	0.1089
O	-0.0543	0.037	-0.1275
O	0.0293	-0.0155	-0.0683
N	0.0526	0.0846	0.2303
O	0.001	0.0074	0.0912
N	-0.0011	-0.0401	-0.0243
O	-0.0153	0.0282	-0.1179
O	0.0334	0.003	-0.0467
O	0.0001	-0.0458	0.0649
O	-0.0313	0.0107	-0.0507
O	0.0515	0.0301	-0.1755
O	0.0113	0.003	0.011
O	-0.015	-0.0461	0.1279
O	0.0012	-0.0179	0.0316
O	0	0.0047	-0.0093
O	-0.0126	-0.0009	0.0485
O	0.0227	0.0155	-0.0025
O	0.0671	-0.0116	0.0916
O	0.0134	-0.0326	0.091
O	-0.0596	-0.0412	0.1091
O	-0.0112	0.0106	0.0583
O	0.0299	0.0309	-0.1729
O	0.0092	-0.0106	-0.0734
O	-0.0399	0.0346	-0.1238
O	-0.012	0.0466	0.0963
O	0.0755	-0.05	0.0898
O	-0.0178	-0.0013	-0.0511
O	-0.0176	-0.0017	0.0682
O	0.0096	-0.0018	-0.0787
O	0.0104	-0.0501	0.1455
O	-0.0585	0.0726	0.1235
O	0.0396	0.0015	0.1314
O	-0.0158	0.0026	0.0317
O	-0.0163	-0.0024	-0.0082
O	0.0262	-0.0149	0.0938
O	-0.0624	0.0405	0.2007
O	-0.0102	0.0037	0.0546
O	-0.0372	-0.008	0.0885
O	0.0092	0.0173	0.0419
O	-0.0322	0.0171	0.137
O	-0.0449	0.0183	0.1004
O	0.0087	0.0066	-0.075
O	0.007	-0.0405	0.1382
O	0.0275	0.0399	0.0845
O	0.0278	-0.0404	-0.1398
O	-0.0073	0	-0.0918
O	-0.0349	0.003	-0.1289
O	0.0487	0.0216	0.1404
O	0.0236	0.0148	-0.0776
O	-0.0318	0.014	0.0236
O	0.0052	-0.0777	-0.118
O	-0.0034	-0.0002	-0.0125
O	-0.0044	0.0111	0.0029
O	0.0221	-0.0009	0.0091
O	-0.0099	0.0242	-0.0519
O	0.003	0.0425	-0.0978
O	-0.0293	-0.0116	0.116
O	0.0355	-0.027	0.1158
O	-0.0086	-0.0135	0.0948
O	0.0053	0.0246	0.1247
O	0.0338	0.0119	0.0624
O	-0.0111	0.0125	-0.0643
O	0.0045	-0.0119	0.0595
O	0.0051	-0.0117	-0.0679
O	0.0212	0.0226	0.1417
O	0.0067	-0.0021	0.0312
O	-0.0218	-0.0616	0.1241
O	-0.0012	0.0315	-0.1607
O	0.0397	0.0204	0.1514
O	-0.067	-0.0092	-0.1664
O	0.0182	-0.0169	-0.0541
O	-0.0216	-0.0214	0.0086
O	-0.0152	0.016	-0.0974
O	0.0198	0.0063	-0.0491
O	0.0046	0.0027	-0.0844
O	0.0149	-0.0124	0.0475
O	-0.0109	0.0072	0.0653
O	0.0187	-0.0259	-0.0578
O	-0.0014	-0.0469	-0.1272
O	0.0256	0.0419	0.0687
O	-0.0067	0.0101	0.0247
O	0.0083	-0.0212	-0.0766
O	0.0418	-0.054	-0.0862
O	0.0397	-0.0261	-0.0912
O	-0.0081	0.003	0.0342
O	-0.0363	0.0427	0.0884
O	-0.0014	-0.0056	-0.0826
O	-0.0004	0.0226	-0.0116
O	0.0441	0.0192	0.0625
O	-0.0041	-0.0048	0.0735
O	-0.0176	-0.0298	-0.0573
O	0.048	-0.0048	-0.1115
O	-0.015	-0.0157	0.0422
O	-0.0749	0.0345	-0.1249
